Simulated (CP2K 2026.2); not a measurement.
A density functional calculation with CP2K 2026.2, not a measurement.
Periodic cell of 444 atoms, Si328O116, from a study of silicon, its oxide and their interface. The atomic structure is a simulated model.
Doubt: the forces sum to 1.87 eV/angstrom along one axis rather than to zero, so they err by at least 0.0042 eV/angstrom per atom on average; the grid cutoff is modest.

Settings
functional: PBE
method: Gaussian and plane waves
basis set: DZVP-MOLOPT-SR-GTH
pseudopotentials: GTH-PBE
grid cutoff: 350 Ry, relative cutoff 50 Ry
k points: Gamma only
occupations: fixed
spin: none
net charge: 0

Cell vectors (angstrom)
a	16.4025	0	0
b	0	16.4025	0
c	0	0	30.5301

Atoms: element, x, y, z (angstrom)
Si	15.9098	0.7161	30.3703
Si	3.1152	2.6561	30.0637
Si	16.2439	5.9016	0.6086
Si	3.1123	8.0549	0.4748
Si	16.147	11.1926	0.0121
Si	2.6642	13.9449	30.1421
Si	6.3664	15.8962	30.1992
Si	8.6904	2.3404	0.2068
Si	5.2508	5.7693	0.1576
Si	7.986	8.4312	0.2942
Si	5.7397	10.4946	0.2367
Si	8.3448	13.558	0.3532
Si	10.893	0.1837	0.1145
Si	13.7077	2.931	0.4084
Si	11.7785	5.3439	30.4055
Si	14.1892	8.1928	0.0925
Si	10.3688	11.2777	30.2737
Si	14.0275	13.5695	30.3302
Si	1.4174	1.5894	1.056
Si	4.2485	3.9557	1.2505
Si	1.4569	7.0254	1.7854
Si	4.3033	9.5221	1.7899
Si	1.5145	12.3948	1.126
Si	4.2867	15.117	0.9577
Si	7.0494	1.1616	1.3628
Si	9.8573	4.1792	1.2214
Si	6.8496	6.835	1.5602
Si	9.5732	9.7184	1.4054
Si	6.8198	12.2317	1.4895
Si	9.741	15.0212	1.503
Si	12.3252	1.4409	1.5373
Si	15.1209	4.2135	1.7289
Si	12.5192	6.9985	1.3951
Si	15.1298	9.739	1.5795
Si	12.2848	12.34	1.0448
Si	15.0958	15.2049	1.2108
Si	0.176	2.7686	2.7909
Si	2.8333	0.086	2.432
Si	0.0739	8.4116	3.0018
Si	2.8418	5.3831	2.795
Si	0.1153	13.7818	2.5721
Si	2.7891	11.0398	2.7339
Si	5.6162	2.6383	2.64
Si	8.3261	16.3285	2.8515
Si	5.5967	8.1312	3.0605
Si	8.369	5.4309	2.6679
Si	5.4252	13.7177	2.642
Si	8.2319	10.9531	2.8765
Si	10.9875	2.8273	2.8458
Si	13.7212	0.0024	2.7443
Si	10.9928	8.2915	2.6949
Si	13.7204	5.6275	2.9374
Si	11.1105	13.6252	2.7237
Si	13.5874	11.053	2.6906
Si	1.4638	4.1106	4.2098
Si	4.1529	1.3537	3.9952
Si	1.4882	9.7435	4.2397
Si	4.1377	6.7505	4.2508
Si	1.4825	15.1386	3.9646
Si	4.123	12.3919	4.1061
Si	6.9515	4.0581	4.0352
Si	9.6232	1.3937	4.1729
Si	6.9292	9.5928	4.2995
Si	9.6411	6.8665	4.076
Si	6.8447	14.9903	4.0994
Si	9.6525	12.3503	4.1402
Si	12.3597	4.1738	4.2219
Si	15.122	1.3812	4.086
Si	12.3238	9.6353	4.1259
Si	15.1171	6.9593	4.2743
Si	12.3903	15.0303	4.1307
Si	15.0764	12.4152	4.0081
Si	16.386	16.4004	10.9694
Si	2.7186	2.7187	10.959
Si	16.3909	5.4507	10.9514
Si	2.7365	8.2021	10.9489
Si	16.3949	10.9535	10.9754
Si	2.7258	13.6854	10.9792
Si	5.4562	16.3982	10.9852
Si	8.1877	2.7169	10.99
Si	5.4594	5.4522	10.9679
Si	8.1903	8.1969	10.9724
Si	5.4719	10.9442	10.9606
Si	8.1977	13.669	10.962
Si	10.9214	16.3869	10.9573
Si	13.6525	2.7068	10.9651
Si	10.9126	5.4455	10.9881
Si	13.6518	8.1981	10.9778
Si	10.9254	10.9473	10.9681
Si	13.653	13.6794	10.9557
Si	1.3442	1.3597	12.3295
Si	4.0771	4.081	12.3209
Si	1.3482	6.831	12.3063
Si	4.1032	9.5675	12.3192
Si	1.3451	12.3288	12.3439
Si	4.0739	15.0508	12.358
Si	6.8076	1.3592	12.3624
Si	9.5316	4.0868	12.3688
Si	6.8189	6.824	12.332
Si	9.5475	9.5783	12.3237
Si	6.8304	12.3127	12.3421
Si	9.5542	15.0229	12.3417
Si	12.2769	1.3351	12.3412
Si	15.015	4.0731	12.3263
Si	12.2649	6.83	12.3404
Si	15.0093	9.5798	12.3289
Si	12.2823	12.3207	12.3247
Si	14.9966	15.0407	12.3279
Si	16.3471	2.6728	13.7026
Si	2.6868	0.0098	13.7256
Si	16.3651	8.1863	13.6708
Si	2.6883	5.4333	13.6659
Si	16.3484	13.6873	13.7034
Si	2.7232	10.9374	13.668
Si	5.4017	2.7109	13.7218
Si	8.1653	16.3692	13.7106
Si	5.4647	8.1965	13.6943
Si	8.1371	5.4514	13.7349
Si	5.4397	13.6721	13.7033
Si	8.2049	10.9442	13.7088
Si	10.8803	2.6736	13.7068
Si	13.6061	16.3425	13.7272
Si	10.8719	8.1941	13.6994
Si	13.619	5.4282	13.6777
Si	10.9131	13.6509	13.7185
Si	13.6256	10.9443	13.6891
Si	1.3105	4.0577	15.0312
Si	4.0192	1.3781	15.1299
Si	1.3265	9.5821	15.0037
Si	4.0685	6.7996	15.0048
Si	1.2814	15.0681	15.0783
Si	4.0722	12.2956	15.0524
Si	6.7508	4.0694	15.0997
Si	9.5315	1.2916	15.0962
Si	6.8347	9.578	15.0658
Si	9.483	6.8571	15.0972
Si	6.773	15.0439	15.0874
Si	9.5736	12.2856	15.1051
Si	12.2465	4.0484	15.0388
Si	14.9814	1.2844	15.0825
Si	12.2269	9.5914	15.0373
Si	14.9805	6.8069	15.0217
Si	12.2481	14.9809	15.1412
Si	14.9767	12.3137	15.0616
Si	16.299	16.3484	16.539
Si	2.6096	2.7428	16.5096
Si	16.2831	5.3626	16.3593
Si	2.6815	8.1738	16.3022
Si	16.3972	10.9742	16.374
Si	2.6419	13.6535	16.3597
Si	5.3802	16.3919	16.4878
Si	8.0988	2.626	16.4164
Si	5.3456	5.4416	16.4555
Si	8.1573	8.2627	16.5298
Si	5.4783	10.9578	16.4137
Si	8.1596	13.6607	16.4108
Si	10.853	16.3157	16.5284
Si	13.5595	2.6196	16.3976
Si	10.8419	5.4042	16.3658
Si	13.6098	8.2155	16.3303
Si	10.93	10.9172	16.5238
Si	13.5906	13.5733	16.5302
Si	1.1713	1.4329	17.9121
Si	3.9509	4.1288	17.9002
Si	1.2769	6.778	17.5962
Si	4.047	9.5491	17.6471
Si	1.3042	12.3576	17.7927
Si	3.9347	14.9964	17.755
Si	6.7534	1.3262	17.8994
Si	9.4681	3.9974	17.7166
Si	6.6958	6.8498	17.7801
Si	9.5286	9.6641	17.9569
Si	6.8276	12.3494	17.8321
Si	9.4386	14.9288	17.9141
Si	12.2868	1.2485	17.8674
Si	14.8956	3.9837	17.7416
Si	12.2068	6.847	17.6453
Si	14.9907	9.6027	17.6562
Si	12.316	12.1742	18.0037
Si	14.9856	14.8552	17.939
Si	16.077	2.7493	19.388
Si	2.5375	16.3438	19.1075
Si	16.3123	8.1436	18.8476
Si	2.4472	5.5503	19.1999
Si	16.3658	13.492	19.4222
Si	2.695	10.9099	18.9614
Si	5.3613	2.7558	19.2433
Si	7.9825	16.2157	19.3875
Si	5.2633	8.1937	19.1279
Si	8.111	5.441	18.9787
Si	5.3152	13.6596	19.0963
Si	8.1364	11.0882	19.4092
Si	10.8112	2.6179	19.1025
Si	13.6303	16.2022	19.3062
Si	10.9538	8.1726	19.1671
Si	13.5494	5.4503	18.9318
Si	10.8172	13.5335	19.279
Si	13.8596	10.7931	19.339
Si	0.6983	4.5732	20.5633
Si	4.0398	1.1574	20.4043
Si	1.3239	9.4595	20.1116
Si	3.4596	7.297	20.4971
Si	0.9901	15.2995	20.6074
Si	4.2994	11.9325	20.3425
Si	6.8016	4.2413	20.4906
Si	9.8017	0.906	20.4813
Si	6.4743	9.7243	20.4269
Si	9.6648	6.5593	20.314
Si	6.0573	15.1782	20.7829
Si	9.399	12.7069	21.0296
Si	11.9226	4.3795	20.2311
Si	14.9995	0.9989	20.8285
Si	12.8002	9.0365	20.4759
Si	14.9508	6.8146	20.202
Si	12.0158	15.0009	20.6297
Si	15.6128	11.6238	20.9209
Si	11.2746	5.689	25.1939
Si	0.2385	6.6102	26.8361
Si	4.7118	13.3734	22.92
Si	8.3309	3.7015	28.235
Si	4.7721	5.4436	22.473
Si	8.6958	14.7754	23.3435
Si	8.2129	1.1251	24.8135
Si	8.433	8.4439	22.3128
Si	2.29	3.2544	25.4213
Si	0.0125	11.8173	23.8723
Si	3.7724	8.9982	25.9219
Si	1.9775	14.0495	23.4132
Si	11.7051	3.6938	23.0539
Si	8.7742	2.786	22.5929
Si	13.2692	1.0483	23.6516
Si	0.6129	9.3086	25.5981
Si	15.9034	3.746	26.812
Si	6.3666	16.2152	27.0102
Si	2.6544	3.0948	22.4376
Si	5.4005	11.6685	25.4571
Si	11.7805	14.6265	23.6372
Si	7.8116	13.4387	25.8899
Si	6.2473	5.4297	27.6502
Si	10.4466	2.7927	26.2363
Si	10.8787	10.0875	27.2728
Si	9.9399	8.6602	24.7623
Si	10.7615	10.2911	22.3923
Si	3.0865	12.4874	27.4471
Si	15.7293	9.1288	28.3136
Si	12.5763	15.3352	28.1395
Si	3.485	1.0008	27.4158
Si	3.5611	9.8909	28.7006
Si	0.622	13.8285	25.8735
Si	0.9173	15.6938	28.1737
Si	4.1642	5.8756	25.344
Si	8.6682	6.6673	28.3108
Si	13.4814	1.6365	26.5139
Si	11.5028	7.1337	27.6239
Si	11.0572	13.125	26.2561
Si	1.402	4.7303	28.6693
O	16.2848	0.3806	28.7826
O	14.6978	1.8686	30.0945
O	3.7516	1.5112	28.9749
O	2.749	3.8971	28.9956
O	0.9482	5.4742	30.0084
O	2.6534	9.0067	29.7158
O	3.7952	7.4812	25.295
O	0.1446	10.1316	29.3124
O	15.0957	12.3388	29.8866
O	0.075	14.7905	27.0725
O	1.4087	14.8485	29.5001
O	4.7625	0.1758	26.7505
O	6.4746	0.054	28.622
O	7.744	2.8352	29.4624
O	9.767	1.2513	30.0547
O	5.8421	5.2935	29.217
O	4.0687	6.8837	30.3094
O	6.8849	9.4699	30.1173
O	4.7616	10.7301	29.4333
O	3.4259	13.4152	28.7429
O	8.0254	16.21	23.8344
O	7.3751	14.5692	29.9801
O	11.5906	15.9705	29.2767
O	12.8369	4.0719	30.0124
O	7.2508	6.7305	27.4791
O	11.7298	6.379	29.059
O	11.7956	13.4282	24.7862
O	9.8965	7.0232	27.3284
O	13.2927	0.213	27.3448
O	9.2752	12.5171	29.9289
O	15.9707	12.7404	25.1976
O	1.3155	3.9045	21.9581
O	15.9907	5.7797	21.0676
O	2.9959	1.7839	21.5396
O	5.0669	0.0731	21.1449
O	4.0997	8.8844	27.5198
O	0.1365	10.227	24.3155
O	3.9222	6.7455	21.9954
O	2.3382	8.4613	21.0004
O	3.572	14.199	23.7632
O	6.9185	12.0419	26.0452
O	5.3246	10.7916	20.9917
O	5.3517	12.2794	23.9497
O	6.0786	5.3281	21.5174
O	7.8599	3.4293	21.44
O	9.3756	1.4086	21.992
O	11.0158	16.276	20.9776
O	9.5474	9.4656	21.6706
O	12.6577	15.9666	23.9435
O	10.8382	5.5029	20.8226
O	10.3246	11.8672	22.1668
O	7.2467	0.8889	26.1213
O	3.8142	12.6696	21.7457
O	6.9627	8.9269	21.8222
O	5.9007	14.2938	22.2408
O	11.4212	11.5519	26.6715
O	12.5343	3.7877	21.6581
O	14.2049	1.1659	22.3118
O	13.8915	7.8456	21.0598
O	12.2637	14.2008	22.1197
O	12.2208	6.2256	26.4401
O	15.3887	11.9664	22.584
O	0.3575	10.4086	21.0881
O	8.8528	6.982	21.7195
O	10.8693	9.7387	23.9358
O	4.4013	12.4186	26.4995
O	2.2423	9.5572	25.678
O	1.7022	14.7598	21.9915
O	8.5091	8.5176	23.9585
O	10.0658	3.7267	22.9459
O	2.9237	4.7872	25.3
O	8.7191	14.0641	21.8265
O	9.388	13.2673	26.3969
O	12.2075	9.9187	21.755
O	16.0174	9.8032	26.8201
O	0.6725	3.281	25.7453
O	3.1049	2.3172	26.4954
O	0.2153	3.6769	28.2774
O	16.2109	7.5794	28.0759
O	3.9378	4.0718	22.2791
O	2.6412	11.0232	27.9894
O	1.8597	13.0043	26.5328
O	1.4652	12.4691	23.4206
O	8.8714	5.1328	28.8337
O	14.5758	2.8023	26.9608
O	12.1374	5.011	23.9678
O	9.7665	9.4663	26.1995
O	10.5331	7.0985	24.7082
O	11.9961	2.3569	26.5275
O	15.5939	5.3621	26.4816
O	2.4408	2.5718	23.9576
O	1.5769	5.8195	27.4344
O	14.257	8.9363	29.0661
O	16.2932	0.0125	21.1808
O	12.1281	2.2286	23.6451
O	7.9763	13.6568	24.2818
O	2.2052	16.3771	27.4278
O	1.1556	14.7782	24.6395
O	7.8088	2.4235	23.8798
O	4.8995	10.0827	25.3395
O	11.6851	14.304	27.214
O	4.9522	5.5898	26.7237
O	14.0991	1.3138	25.03
O	7.0929	4.0803	27.2157
O	5.1388	5.6194	24.0556
O	9.7217	1.5863	25.3543
O	8.7465	7.6961	29.5497
O	6.9595	14.7003	26.5837
O	15.0889	6.8142	30.3892
O	10.3828	4.3687	25.6952
O	10.4214	10.4541	28.8029
O	11.8793	8.7455	27.4526
O	9.5664	2.862	27.5999
O	0.4423	7.6382	25.5478
O	10.2367	15.089	23.6949
O	13.6627	14.3744	28.9089
Si	0.0838	0.0081	5.4353
Si	2.8273	2.6895	5.4857
Si	0.0623	5.4937	5.5437
Si	2.7843	8.2302	5.5371
Si	0.0006	11.0591	5.4857
Si	2.752	13.7578	5.4486
Si	5.4839	0.0006	5.438
Si	8.232	2.7359	5.5115
Si	5.5739	5.3876	5.5037
Si	8.2978	8.1755	5.5519
Si	5.4832	11.0028	5.5118
Si	8.2339	13.6799	5.49
Si	10.9971	0.0023	5.4872
Si	13.7454	2.7404	5.4888
Si	10.9539	5.5261	5.5341
Si	13.6816	8.2922	5.556
Si	10.9673	10.9645	5.5257
Si	13.7514	13.6926	5.4923
Si	1.4152	1.3627	6.8428
Si	4.1669	4.0613	6.8685
Si	1.4068	6.8721	6.9026
Si	4.1423	9.6074	6.8854
Si	1.3913	12.3908	6.8456
Si	4.1226	15.0719	6.8475
Si	6.8405	1.3594	6.8425
Si	9.5865	4.1201	6.8744
Si	6.8885	6.8081	6.8793
Si	9.6201	9.5829	6.9026
Si	6.8631	12.3354	6.8793
Si	9.5953	15.0595	6.8506
Si	12.3511	1.3805	6.8515
Si	15.0752	4.116	6.8767
Si	12.32	6.885	6.9007
Si	15.0691	9.6579	6.8837
Si	12.3551	12.3344	6.86
Si	15.1066	15.0698	6.8404
Si	0.0324	2.725	8.2166
Si	2.751	0.0039	8.2344
Si	0.0092	8.2406	8.2411
Si	2.7746	5.4543	8.2174
Si	0.0226	13.706	8.2429
Si	2.7395	10.9809	8.2181
Si	5.4947	2.7021	8.2518
Si	8.208	0.0053	8.2216
Si	5.5002	8.1988	8.2232
Si	8.2218	5.453	8.2679
Si	5.4762	13.6979	8.229
Si	8.2156	10.9436	8.2359
Si	10.9539	2.7324	8.2226
Si	13.7046	0.0042	8.2125
Si	10.9538	8.2174	8.2824
Si	13.6778	5.4738	8.2372
Si	10.9524	13.6821	8.2139
Si	13.6831	10.9724	8.2592
Si	1.3826	4.1002	9.5838
Si	4.1051	1.3591	9.6101
Si	1.3778	9.6055	9.6011
Si	4.1202	6.8333	9.5891
Si	1.3769	15.0585	9.6111
Si	4.1055	12.3316	9.6032
Si	6.8407	4.0843	9.6163
Si	9.5672	1.3732	9.597
Si	6.8462	9.5739	9.5984
Si	9.574	6.8345	9.6238
Si	6.838	15.0531	9.6061
Si	9.5783	12.3183	9.5901
Si	12.3002	4.1001	9.6067
Si	15.0485	1.3719	9.5897
Si	12.3156	9.5944	9.6212
Si	15.0356	6.8506	9.6003
Si	12.3113	15.0506	9.5773
Si	15.0504	12.3372	9.6068

Results
total energy: -85942.508 eV
total energy less fixed offsets of O -438.35, Si -107.03 eV per atom: 11.932 eV

Forces (eV/angstrom), in the order of the atoms: element, x, y, z
Si	-0.2714	0.1457	0.0706
Si	-0.2884	0.0472	-0.2369
Si	0.2108	-0.0706	-0.4757
Si	-0.2148	0.0486	-0.5129
Si	0.1974	-0.1035	-0.0519
Si	0.1187	-0.2547	-0.2416
Si	-0.01	0.0934	-0.2879
Si	-0.0762	0.0749	-0.0821
Si	0.0757	0.1321	-0.4404
Si	-0.0064	-0.0484	-0.4437
Si	-0.1055	0.0299	-0.4599
Si	0.0213	-0.1081	-0.4218
Si	0.0944	0.0598	-0.3558
Si	0.1032	0.1594	-0.5016
Si	-0.0007	-0.0236	-0.105
Si	0.0053	0.1124	-0.3844
Si	-0.0876	-0.048	-0.2603
Si	0.0532	0.0092	0.0154
Si	0.0079	-0.0688	-0.2064
Si	-0.0836	0.1846	-0.0221
Si	0.0289	-0.0143	-0.1187
Si	-0.0181	-0.0139	-0.2404
Si	-0.2145	-0.0812	-0.1856
Si	0.138	-0.0422	-0.1285
Si	0.096	-0.0713	-0.2359
Si	0.1936	-0.1567	-0.3252
Si	-0.0566	-0.0009	-0.2921
Si	-0.0167	-0.0837	-0.1417
Si	0.0658	-0.2361	-0.2079
Si	0.008	0.1533	-0.1059
Si	-0.1331	-0.1378	-0.1674
Si	-0.1128	0.0942	-0.2366
Si	-0.059	0.0085	-0.3182
Si	0.1888	-0.0658	-0.3727
Si	0.0457	-0.0264	-0.2347
Si	0.0152	0.0169	-0.289
Si	0.1019	-0.0845	-0.0062
Si	-0.0515	0.0623	-0.1789
Si	0.0706	0.1514	0.175
Si	-0.0168	-0.1504	-0.0634
Si	-0.0009	0.0226	-0.0693
Si	-0.1652	0.1163	-0.1079
Si	0.0915	-0.0404	0.0419
Si	-0.0241	-0.0105	0.1629
Si	0.075	-0.0902	0.299
Si	0.0087	-0.0458	0.0002
Si	-0.07	0.1249	-0.0753
Si	-0.093	0.0082	0.1433
Si	-0.1014	0.1308	-0.0162
Si	0.129	-0.0878	0.0563
Si	-0.0035	-0.0755	-0.0431
Si	0.0694	0.1255	0.1371
Si	0.0059	-0.0625	0.0182
Si	-0.1325	0.0097	0.0013
Si	0.0352	-0.0323	-0.0148
Si	-0.0307	0.0444	-0.0619
Si	-0.1932	-0.0016	0.0466
Si	0.1849	-0.0056	-0.0877
Si	-0.0107	-0.1543	-0.1438
Si	-0.0137	0.0626	0.0204
Si	0.0399	-0.014	-0.0271
Si	-0.0277	0.0933	-0.0227
Si	0.0694	-0.1139	-0.0383
Si	-0.0194	0.0316	-0.0346
Si	0.0208	0.0897	-0.0238
Si	-0.0156	-0.0732	-0.0713
Si	-0.0967	0.0297	-0.0523
Si	0.0893	-0.1002	-0.0386
Si	0.0118	0.0428	-0.0521
Si	-0.0886	-0.0917	-0.0407
Si	0.0381	0.0183	0.0039
Si	0.0303	0.0078	-0.2274
Si	0.0263	0.0317	0.0118
Si	0.0132	0.0317	0.0003
Si	0.0183	0.0245	-0.0012
Si	0.0154	-0.0089	-0.0087
Si	0.0035	-0.0005	0.006
Si	-0.0261	0.0237	-0.007
Si	-0.0029	0.0069	0.0098
Si	-0.0236	0.0596	-0.0007
Si	-0.0039	0.0355	0
Si	0.0135	0.0106	0.0035
Si	-0.0091	-0.0395	0.0043
Si	0.0105	0.0023	-0.0019
Si	0.0182	0.0234	0.0029
Si	0.0229	0.0256	0.0011
Si	0.0035	0.034	-0.0005
Si	0.0148	0.0305	0.0081
Si	0.0109	-0.0057	0.0038
Si	0.0141	0.0102	-0.0037
Si	-0.0362	0.0077	-0.0074
Si	-0.0232	-0.0145	-0.0044
Si	0.0093	0.001	-0.0051
Si	-0.0226	0.0105	-0.0082
Si	0.0179	-0.0319	0.0037
Si	0.0329	-0.0221	0
Si	-0.0034	-0.0151	0.001
Si	0.0165	-0.0221	0.0073
Si	-0.0075	-0.0224	-0.0099
Si	-0.0215	-0.0239	-0.0073
Si	0.0085	0.0019	-0.0025
Si	-0.0237	-0.0136	-0.0051
Si	-0.0419	-0.0136	-0.0026
Si	-0.0123	0.0163	-0.0042
Si	-0.0073	-0.0347	0.0032
Si	-0.021	-0.0659	0.0074
Si	0.0098	-0.0118	-0.0002
Si	-0.0013	-0.0428	-0.0138
Si	0.0912	-0.0191	-0.0046
Si	-0.0115	0.0117	0.0179
Si	0.0086	0.0201	-0.006
Si	0	0.0326	-0.0016
Si	-0.059	0.0534	-0.0138
Si	0.0093	-0.0557	-0.0154
Si	-0.0008	0.068	0.0167
Si	0.0172	0.0152	-0.0353
Si	-0.0064	-0.0211	0.0235
Si	-0.0133	0.0808	0.0478
Si	-0.0452	0.0219	-0.0116
Si	0.0052	-0.0921	0.0047
Si	0.0168	0.0508	-0.0229
Si	0.0456	0.0568	0.0197
Si	0.0041	0.0228	0.0293
Si	0.0097	0.043	-0.0096
Si	0.0167	0.0056	0.0038
Si	-0.0009	0.0107	-0.0223
Si	-0.0163	0.0097	0.0185
Si	0.0004	-0.0011	0.0469
Si	0.0562	-0.0068	-0.0451
Si	-0.0333	0.0191	-0.0191
Si	0.0287	0.0062	0.0039
Si	0.0115	-0.031	0.0128
Si	-0.065	-0.0578	0.0169
Si	-0.0054	0.0011	0.0509
Si	0.0446	0.0508	0.0133
Si	-0.0073	-0.0584	0.0079
Si	-0.0054	-0.014	0.0745
Si	-0.0096	0.0662	0.0489
Si	-0.0539	-0.0422	0.0041
Si	-0.0883	0.0067	-0.0065
Si	0.0282	-0.0848	0.0068
Si	-0.0147	-0.0173	-0.0367
Si	-0.0495	-0.0789	0.0703
Si	0.0101	-0.0484	0.0493
Si	0.0366	-0.0042	0.1529
Si	-0.0473	-0.01	-0.0072
Si	0.1307	0.0131	0.0267
Si	0.0004	0.0021	0.0599
Si	-0.1342	-0.0317	0.0441
Si	0.0294	0.0588	-0.0144
Si	0.0288	-0.0038	0.0374
Si	0.0044	0.0687	-0.0022
Si	0.0354	-0.0137	-0.0111
Si	-0.1002	-0.0151	-0.0067
Si	-0.0806	-0.0061	0.0839
Si	0.0545	-0.1019	0.0758
Si	-0.0471	0.0562	0.157
Si	0.0763	-0.0198	0.0469
Si	0.0705	0.0804	0.0797
Si	-0.1321	0.0389	0.0307
Si	-0.0484	-0.011	0.0025
Si	0.0623	0.0903	0.0411
Si	-0.0888	0.0698	0.0399
Si	-0.0604	0.1174	0.1464
Si	0.0874	-0.0757	-0.1394
Si	0.1209	-0.0745	-0.1846
Si	0.0104	0.0022	0.0016
Si	-0.1084	0.0171	-0.1027
Si	0.0657	-0.061	0.211
Si	0.0016	-0.0892	-0.1848
Si	-0.0419	0.1283	-0.1039
Si	0.0295	-0.0029	0.2003
Si	0.0469	-0.0441	0.0161
Si	-0.0603	0.0765	-0.0011
Si	0.0364	-0.0499	-0.0288
Si	0.0233	-0.07	-0.0475
Si	-0.1803	0.0479	-0.083
Si	0.0583	0.1129	-0.1407
Si	0.026	-0.0522	0.1407
Si	0.0906	-0.0353	0.0297
Si	0.1539	-0.0616	0.2162
Si	0.0083	0.041	0.1528
Si	-0.0104	-0.0349	0.1986
Si	0.0967	0.0208	0.2548
Si	0.0221	0.1504	0.2464
Si	0.129	0.0259	0.1992
Si	0.0692	0.0853	0.2458
Si	0.0113	0.1015	0.3182
Si	-0.0757	-0.0491	0.2558
Si	0.0375	-0.0417	0.2114
Si	0.0355	-0.1254	0.2523
Si	0.0104	0.1007	0.3725
Si	0.0089	0.0625	0.2557
Si	-0.2261	0.1636	0.3265
Si	0.0992	-0.031	0.1702
Si	-0.1129	0.0423	0.1868
Si	-0.0379	0.1457	0.2008
Si	0.0467	-0.0639	0.1678
Si	-0.2251	0.1596	0.1643
Si	-0.2447	0.1345	0.2162
Si	0.1417	-0.1229	0.4039
Si	-0.1542	0.1024	0.3379
Si	0.2542	-0.1718	0.2336
Si	-0.1774	0.0575	0.2848
Si	-0.0415	-0.0214	0.1252
Si	0.0897	0.0862	0.2042
Si	-0.174	-0.0195	0.4087
Si	0.0398	0.021	0.3797
Si	-0.0953	-0.2361	-0.0073
Si	0.1171	-0.1883	-0.3827
Si	-0.012	-0.1528	0.447
Si	-0.2374	-0.1109	0.1347
Si	0.1068	-0.2898	0.0824
Si	-0.1046	-0.1162	0.3936
Si	0.0346	-0.1247	0.1803
Si	0.002	0.1261	0.3517
Si	0.1557	-0.0569	0.0778
Si	-0.1311	-0.0791	-0.4672
Si	0.0724	-0.0825	0.461
Si	-0.0187	-0.0735	-0.7138
Si	0.0838	0.1988	0.3957
Si	0.0265	-0.1558	0.6387
Si	0.0832	0.106	0.3002
Si	-0.2081	-0.1966	0.4629
Si	-0.0566	0.2211	0.25
Si	0.1918	-0.1319	0.3624
Si	0.0473	-0.0163	-0.2576
Si	-0.1069	-0.0478	0.3611
Si	0.1433	0.1091	0.4079
Si	-0.079	0.1292	0.3591
Si	0.1074	0.1226	0.1019
Si	0.2417	-0.1634	-0.1516
Si	-0.2016	0.0041	-0.2819
Si	0.0964	-0.3694	-0.3551
Si	-0.0517	-0.0641	0.2229
Si	-0.0185	-0.3457	0.2028
Si	0.065	0.0002	0.1759
Si	-0.097	-0.1721	0.1845
Si	-0.2346	0.2365	-0.4221
Si	0.1242	0.0506	-0.2238
Si	0.0636	-0.0103	-0.3113
Si	-0.019	-0.3538	0.3793
Si	-0.025	-0.0607	0.4739
Si	0.0274	-0.0535	-0.5255
Si	-0.0467	0.01	-0.4557
Si	-0.0759	0.1846	-0.1921
Si	0.0129	0.1906	-0.5231
Si	0.1311	-0.2016	-0.3437
Si	0.0287	-0.0141	-0.1063
Si	0.1098	-0.2003	-0.4502
Si	-0.2027	0.2104	0.153
Si	-0.297	0.2154	-0.3579
Si	0.0153	0.2966	-0.1601
Si	0.2065	-0.1281	-0.3232
Si	-0.3208	-0.0671	-0.095
Si	-0.0717	0.1745	-0.3542
O	-0.0234	0.0684	0.1289
O	0.2321	-0.0643	0.4886
O	0.0455	0.4039	0.9282
O	0.0099	-0.0081	0.3418
O	-0.0461	-0.2729	0.2362
O	-0.1664	-0.2158	0.2153
O	-0.0805	-0.058	-0.1698
O	0.2539	0.4579	0.4984
O	0.056	0.0641	0.3688
O	0.1192	0.0879	0.1035
O	0.0794	0.0267	0.5082
O	-0.0565	0.0038	0.0599
O	0.0283	0.2648	0.758
O	0.1652	-0.124	0.2251
O	-0.2772	0.2382	0.4145
O	-0.2386	-0.077	0.4769
O	0.147	-0.1479	0.2898
O	0.1726	0.171	0.4673
O	0.3857	0.3255	0.2746
O	-0.1685	0.2212	0.7919
O	0.0168	-0.0008	-0.379
O	-0.3192	0.197	0.338
O	0.0672	0.1109	0.2348
O	-0.462	0.2329	0.5195
O	0.3196	0.2112	0.1984
O	0.0008	-0.1598	0.5109
O	-0.0269	-0.2272	-0.3114
O	-0.0899	-0.2084	-0.2702
O	0.1036	-0.351	0.1712
O	0.2582	0.0089	0.5349
O	0.0157	-0.1897	-0.1994
O	-0.182	0.2475	-0.0884
O	0.0817	-0.1016	-0.5672
O	-0.0406	0.0862	-0.2416
O	0.1223	-0.0161	-0.4989
O	0.0191	0.0857	0.4837
O	-0.0103	0.2583	-0.0676
O	0.1006	0.0931	-0.4049
O	0.0485	-0.2018	-0.4792
O	0.1991	-0.126	-0.3473
O	0.0953	0.1171	-0.2726
O	0.1142	-0.0668	-0.5157
O	0.1875	0.3564	-0.5121
O	-0.0082	-0.1794	-0.1647
O	-0.0767	-0.1539	-0.0587
O	0.0891	-0.1996	-0.2927
O	-0.1243	0.1276	-0.5739
O	0.1746	0.1933	-0.2779
O	-0.161	-0.0437	-0.2238
O	0.0188	-0.171	-0.4243
O	0.0554	0.0529	-0.217
O	0.1709	-0.0271	-0.0025
O	-0.0143	-0.2023	-0.4418
O	0.0487	0.0793	-0.3859
O	0.2439	0.1012	-0.6404
O	0.2525	-0.1486	-0.0059
O	0.2325	-0.0978	-0.4944
O	0.078	0.2312	-0.6543
O	-0.0757	0.4101	-0.6738
O	0.1514	-0.0808	-0.6739
O	-0.1095	0.2388	0.4323
O	-0.3658	-0.0502	-1.048
O	-0.3301	0.3791	-0.0965
O	0.2236	0.1492	-0.3356
O	-0.0866	0.2767	-0.5924
O	-0.1066	0.1517	0.1707
O	-0.2729	0.276	0.2511
O	0.0149	0.3442	-0.5996
O	-0.0531	0.1421	-0.3546
O	-0.115	0.2147	-0.0075
O	-0.2425	-0.0589	-0.3176
O	0.0032	-0.2229	-0.5252
O	0.2197	-0.1616	-0.1593
O	0.0492	-0.0535	-0.0074
O	-0.1861	0.1607	0.2926
O	0.1351	-0.17	-0.0354
O	-0.0598	-0.1409	0.0174
O	0.0472	-0.1406	0.3413
O	0.2867	0.2084	0.1854
O	-0.0302	0.011	0.0634
O	-0.1125	-0.073	0.1399
O	0.2223	-0.2605	0.2197
O	-0.0539	0.0601	-0.4223
O	0.4914	-0.1788	0.385
O	0.1264	0.1709	0.2982
O	-0.0766	0.0176	-0.0747
O	-0.2387	0.1964	0.093
O	-0.2467	0.1651	-0.2773
O	-0.0247	0.0959	0.1632
O	0.0908	0.1452	-0.0386
O	0.1262	-0.2045	-0.3601
O	0.0537	-0.1266	0.2464
O	-0.2139	-0.0865	0.717
O	0.1896	-0.1573	-0.1511
O	-0.1388	-0.1099	0.1769
O	-0.1577	0.1196	-0.4797
O	-0.0848	0.0189	-0.0545
O	0.0958	-0.0079	-0.0388
O	0.0284	0.0483	-0.1642
O	-0.1149	0.0287	0.1868
O	0.306	0.1586	0.2564
O	0.0873	-0.2249	0.1352
O	0.0172	-0.28	-0.1217
O	0.1668	0.0845	0.3031
O	0.0072	0.0718	-0.2693
O	0.1706	-0.0096	-0.0929
O	-0.1044	-0.0182	0.2673
O	-0.1484	0.1584	0.061
O	0.1535	0.1225	0.2447
O	-0.0668	-0.1049	-0.0084
O	0.049	0.0128	0.8151
O	0.0508	-0.1485	0.4166
O	-0.2511	0.0675	0.3483
O	-0.1203	-0.185	-0.044
O	-0.056	0.3148	-0.2202
O	0.2815	-0.458	0.4105
Si	-0.0172	0.0737	-0.0679
Si	0.0125	0.0634	-0.0591
Si	0.0324	0.0702	0.0147
Si	-0.0361	-0.0116	-0.0052
Si	0.1019	0.0197	0.0356
Si	0.0315	-0.001	-0.0566
Si	0.0172	-0.0477	-0.047
Si	0.0236	-0.0471	0.0114
Si	-0.0476	0.0305	-0.0027
Si	0.0072	0.0617	0.0326
Si	-0.0046	-0.0252	-0.0166
Si	-0.0216	-0.0054	0.0259
Si	0.0021	-0.0151	-0.0176
Si	0.0382	0.1114	-0.0244
Si	0.0443	-0.0492	-0.02
Si	0.0075	0.0312	0.0044
Si	-0.0275	-0.0661	-0.0268
Si	0.0009	0.0828	0.0034
Si	0.0064	-0.0217	0.0073
Si	0.0631	-0.0514	0.0133
Si	-0.0394	-0.006	0.0117
Si	0.0225	-0.0443	0.002
Si	-0.1275	0.0602	0.0193
Si	-0.0005	-0.017	-0.0117
Si	-0.0009	0.0522	-0.0157
Si	-0.0354	0.0421	0.0002
Si	0.0238	-0.0199	-0.032
Si	0.0152	-0.051	0.0116
Si	0.0359	-0.0329	0.0157
Si	-0.0604	0.0354	0.0041
Si	0.0213	-0.0508	0.0059
Si	-0.0014	-0.0412	0.0169
Si	-0.0118	-0.004	-0.0177
Si	-0.0383	-0.0282	-0.0457
Si	0.0028	-0.0443	-0.0117
Si	0.0098	-0.0759	0.0075
Si	-0.0066	0.0546	0.009
Si	0.0002	0.0152	0.0083
Si	0.0057	-0.0323	0.0145
Si	0.0259	0.0678	-0.0032
Si	0.06	0.0127	0.0156
Si	-0.0204	-0.0465	-0.015
Si	-0.0403	0.0247	0.0145
Si	0.0135	-0.0048	-0.0001
Si	0.0048	0.0416	0.0025
Si	-0.0018	0.0072	0.0114
Si	0.0242	0.0215	0.0035
Si	-0.0348	-0.042	-0.0067
Si	0.0056	0.0337	-0.0088
Si	0.0135	0.0669	-0.0135
Si	0.0258	0.0377	0.0147
Si	0.0163	0.0246	-0.0003
Si	0.0046	0.0034	-0.0129
Si	0.0338	0.0092	0.0132
Si	-0.0049	-0.0256	-0.0092
Si	0.0054	0.0034	0.0036
Si	-0.0127	0.0021	0.003
Si	-0.0171	-0.025	-0.0085
Si	-0.0324	-0.0336	0.0035
Si	0.0154	-0.0112	-0.0119
Si	0.0168	-0.0046	0.0046
Si	-0.0122	-0.0019	-0.0016
Si	0.0146	-0.0281	0.0069
Si	-0.0172	-0.0061	-0.0006
Si	-0.0158	-0.0066	-0.0061
Si	-0.0026	-0.0249	-0.0087
Si	-0.0104	-0.0098	0.0021
Si	0.0071	-0.0159	-0.0002
Si	0.0006	-0.0507	0.0017
Si	-0.0231	-0.0043	-0.0021
Si	-0.0103	-0.0274	-0.0044
Si	-0.0253	-0.0195	-0.0072
